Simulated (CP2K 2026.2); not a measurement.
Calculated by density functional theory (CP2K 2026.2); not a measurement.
Periodic cell of 534 atoms, Si358O176, from a study of silicon, its oxide and their interface. The atomic structure is a simulated model.
Doubt: the forces sum to 1.86 eV/angstrom along one axis rather than to zero, so they err by at least 0.0035 eV/angstrom per atom on average; the grid cutoff is modest.

Settings
functional: PBE
method: Gaussian and plane waves
basis set: DZVP-MOLOPT-SR-GTH
pseudopotentials: GTH-PBE
grid cutoff: 400 Ry, relative cutoff 50 Ry
k points: Gamma only
occupations: fixed
spin: none
net charge: 0

Cell vectors (angstrom)
a	16.4025	0	0
b	0	16.4025	0
c	0	0	35.5356

Atoms and the computed forces on them: element, x, y, z (angstrom), force x, y, z (eV/angstrom)
Si	-0.177	0.168	-0.179	-0.028	-0.022	0.041
Si	2.302	3.169	-0.023	-0.286	0.226	-0.031
Si	0.178	5.343	0.453	0.016	-0.214	-0.353
Si	2.654	8.262	0.517	-0.042	0.037	-0.355
Si	0.533	10.413	0.034	0.143	-0.124	0.067
Si	3.203	13.193	-0.04	0.204	-0.239	0.01
Si	5.586	-0.118	0.016	-0.071	-0.028	-0.079
Si	8.174	3.036	0.074	0.006	0	0.133
Si	4.778	6.15	0.083	-0.039	0.099	0.162
Si	7.443	8.758	0.382	-0.017	-0.02	-0.217
Si	5.31	11.004	0.496	0.183	-0.003	-0.487
Si	7.74	13.964	-0.103	0.032	-0.102	-0.062
Si	11.048	-0.115	-0.341	-0.1	-0.024	0.249
Si	13.232	3.198	-0.295	0.207	0.052	0.138
Si	11.032	5.466	0.287	0.019	0.437	0.088
Si	14.463	7.593	-0.075	-0.111	0.094	-0.024
Si	10.761	10.184	-0.216	-0.303	0.113	0.247
Si	13.119	13.84	-0.332	0.132	0.011	-0.089
Si	1.244	1.416	1.251	0.077	0.092	-0.113
Si	3.907	4.272	1.348	0.08	0.084	-0.175
Si	1.369	6.803	1.788	0.147	0.072	-0.152
Si	3.995	9.64	1.816	-0.079	-0.063	-0.255
Si	1.465	12.212	1.299	0.022	-0.03	-0.278
Si	4.09	14.998	1.311	0.017	-0.084	-0.168
Si	6.769	1.516	1.298	0.171	-0.042	-0.124
Si	9.527	4.223	1.542	-0.01	-0.053	-0.173
Si	6.511	6.964	1.516	-0.105	0.004	-0.257
Si	9.376	9.579	1.561	-0.137	-0.227	-0.168
Si	6.803	12.445	1.507	-0.025	0.126	-0.196
Si	9.479	15.091	1.112	-0.051	0.07	-0.246
Si	12.253	1.415	1.075	-0.08	0.001	-0.269
Si	14.919	4.021	1.385	-0.14	0.014	-0.397
Si	12.474	6.928	1.371	0.309	-0.299	-0.119
Si	15.174	9.428	1.278	0.11	-0.046	-0.173
Si	12.095	12.088	0.969	-0.002	-0.068	-0.184
Si	14.848	15.012	1.03	-0.126	0.001	-0.038
Si	-0.118	2.65	2.726	-0.07	-0.039	0.143
Si	2.646	0.007	2.588	0.047	-0.01	-0.023
Si	-0.064	8.211	2.918	-0.085	0.008	0.248
Si	2.722	5.432	3.016	0.085	-0.073	0.049
Si	-0.083	13.668	2.461	0.11	0.025	-0.103
Si	2.627	11.045	2.976	-0.075	0.065	0.226
Si	5.354	2.828	2.659	-0.089	0.088	-0.121
Si	8.189	0.081	2.626	-0.118	-0.028	-0.102
Si	5.367	8.261	3.052	0.053	-0.128	0.268
Si	8.053	5.562	2.762	-0.224	0.118	0.008
Si	5.422	13.773	2.828	0.021	0.089	0.229
Si	8.167	11.072	2.855	0.094	0.166	0.217
Si	10.92	2.712	2.665	0.249	0.057	0.127
Si	13.583	-0.012	2.523	-0.061	0.057	-0.053
Si	10.918	8.209	2.736	0.04	-0.071	-0.003
Si	13.662	5.453	2.802	-0.174	0.038	0.033
Si	10.832	13.59	2.486	-0.073	0.024	-0.174
Si	13.615	10.899	2.462	0.085	-0.178	-0.096
Si	1.25	4.015	4.171	0.037	0.065	-0.077
Si	4.023	1.377	4.007	-0.024	0.04	0.023
Si	1.286	9.603	4.256	-0.059	0.077	-0.064
Si	4.045	6.833	4.35	0.088	-0.009	-0.014
Si	1.269	15.024	3.949	-0.032	0.033	-0.033
Si	4.081	12.398	4.224	-0.072	0.021	-0.068
Si	6.741	4.127	4.097	-0.014	0.023	0.053
Si	9.563	1.371	4.055	-0.055	-0.051	-0.056
Si	6.825	9.668	4.237	0.005	-0.119	-0.086
Si	9.519	6.858	4.1	0.124	-0.063	0.036
Si	6.845	15.145	4.097	-0.063	-0.02	-0.085
Si	9.582	12.41	4.123	-0.136	-0.08	-0.034
Si	12.253	4.066	4.105	0.109	0.016	-0.15
Si	14.919	1.277	4.048	0.124	0.024	-0.041
Si	12.304	9.615	4.018	-0.136	0.017	-0.003
Si	14.991	6.799	4.219	-0.062	0.083	-0.106
Si	12.213	14.996	3.896	0.091	0.012	-0.106
Si	14.971	12.295	3.89	-0.015	0.02	0.009
Si	-0.031	-0.011	10.933	0.025	-0.015	-0.012
Si	2.716	2.736	10.939	0.015	0.004	-0.001
Si	-0.03	5.471	10.928	0.011	-0.009	0.006
Si	2.705	8.204	10.916	0.024	0.002	0.012
Si	-0.036	10.929	10.942	-0.005	0.014	0.018
Si	2.709	13.658	10.935	0.03	-0.027	-0.01
Si	5.472	-0.003	10.936	0.006	-0.015	-0.013
Si	8.227	2.747	10.933	0.005	-0.024	-0.002
Si	5.471	5.475	10.923	0.013	-0.01	0.007
Si	8.217	8.219	10.939	-0.054	-0.007	0.009
Si	5.467	10.948	10.924	0.004	-0.017	-0.002
Si	8.213	13.68	10.927	-0.015	0.004	-0.005
Si	10.943	0.002	10.936	0.004	-0.01	0.001
Si	13.657	2.734	10.918	0	-0.007	0
Si	10.952	5.48	10.934	-0.018	-0.021	0.004
Si	13.652	8.203	10.948	0.026	-0.024	0.015
Si	10.947	10.937	10.953	-0.015	-0.041	0.01
Si	13.646	13.658	10.951	0.008	0.004	-0.012
Si	1.336	1.368	12.284	-0.001	-0.001	-0.003
Si	4.101	4.115	12.283	0.019	0.043	0.002
Si	1.336	6.846	12.298	0.025	-0.036	0.006
Si	4.099	9.552	12.273	-0.017	0.005	-0.003
Si	1.348	12.277	12.301	0.027	-0.022	0.015
Si	4.114	15.003	12.281	-0.017	0.032	-0.01
Si	6.866	1.364	12.278	-0.042	0.003	0.003
Si	9.602	4.115	12.301	-0.02	0.029	0.01
Si	6.852	6.834	12.283	0.016	0.022	-0.005
Si	9.602	9.558	12.324	-0.009	0.026	0.007
Si	6.862	12.293	12.294	-0.021	0.02	-0.01
Si	9.593	15.026	12.305	-0.04	-0.022	0.002
Si	12.318	1.368	12.303	-0.019	0.016	-0.01
Si	15.014	4.107	12.301	0	-0.016	-0.002
Si	12.304	6.838	12.331	0.006	0.005	0.009
Si	15.023	9.552	12.326	-0.004	-0.01	0.003
Si	12.324	12.269	12.341	0.013	0.084	0.003
Si	15.02	15.019	12.304	0.023	0.002	-0.032
Si	-0.022	2.741	13.666	0.016	0.001	0.018
Si	2.722	-0.025	13.589	0.052	-0.043	-0.008
Si	-0.012	8.203	13.708	-0.007	0.029	0.005
Si	2.721	5.479	13.644	0	0.022	0.011
Si	-0.044	13.62	13.659	-0.069	0.116	-0.019
Si	2.73	10.897	13.648	0.044	0.003	-0.008
Si	5.515	2.761	13.609	0.031	-0.07	0.01
Si	8.238	0.01	13.661	0.001	0.014	0.028
Si	5.465	8.178	13.64	0.04	-0.032	-0.014
Si	8.257	5.509	13.653	-0.141	-0.014	-0.022
Si	5.497	13.649	13.664	0.053	0	0.019
Si	8.239	10.932	13.672	-0.022	-0.004	-0.008
Si	10.981	2.759	13.67	0.012	-0.037	0.011
Si	13.694	0.01	13.673	0.028	-0.04	0.004
Si	10.959	8.201	13.73	-0.029	0.002	-0.007
Si	13.682	5.483	13.7	0.024	-0.015	-0.024
Si	10.963	13.656	13.68	-0.017	-0.044	-0.026
Si	13.669	10.88	13.735	0.074	-0.032	-0.003
Si	1.354	4.118	15.009	-0.011	0.004	-0.011
Si	4.128	1.351	14.881	-0.028	0.03	-0.04
Si	1.39	9.55	15.073	-0.013	0.023	0.072
Si	4.085	6.832	15.028	0.009	-0.036	0.047
Si	1.334	15.023	14.941	0.032	-0.017	-0.031
Si	4.122	12.244	14.99	-0.079	-0.059	-0.022
Si	6.905	4.12	14.977	0.179	0.132	-0.046
Si	9.618	1.388	15.018	-0.064	-0.014	0.033
Si	6.875	9.514	14.979	-0.001	-0.003	-0.003
Si	9.596	6.838	15.099	0.03	-0.001	0.032
Si	6.889	15.023	15.027	-0.082	-0.067	-0.036
Si	9.631	12.269	15.063	-0.008	0.131	0.059
Si	12.34	4.114	15.075	-0.028	-0.01	0.066
Si	15.038	1.381	15.073	-0.008	-0.002	0
Si	12.321	9.524	15.159	-0.018	-0.01	0.067
Si	15.024	6.852	15.098	-0.012	-0.003	0.064
Si	12.344	15.03	15.021	0.009	0.057	-0.009
Si	15.058	12.229	15.089	0.048	-0.028	0.01
Si	0.038	-0.025	16.369	0.004	0.029	0.04
Si	2.761	2.674	16.233	-0.053	-0.025	0.07
Si	0.037	5.51	16.422	0.059	-0.122	-0.007
Si	2.744	8.185	16.467	-0.007	-0.051	-0.005
Si	0.077	10.911	16.508	-0.131	-0.079	0.214
Si	2.66	13.603	16.244	0.096	0.035	0.137
Si	5.464	0.027	16.275	0.003	-0.031	0.16
Si	8.324	2.827	16.37	-0.261	-0.03	0.074
Si	5.487	5.426	16.315	0.02	0.031	0.069
Si	8.204	8.208	16.445	-0.087	0.048	0.103
Si	5.493	10.828	16.319	0.038	0.086	0.055
Si	8.302	13.684	16.408	0.206	-0.228	0.071
Si	11.025	0.049	16.365	0.004	-0.144	0.153
Si	13.71	2.78	16.483	-0.009	0.015	0.079
Si	10.992	5.478	16.468	-0.009	0.009	0.066
Si	13.671	8.15	16.584	0.115	0.02	0.208
Si	10.935	10.889	16.527	-0.025	-0.039	-0.046
Si	13.623	13.578	16.382	0.001	0.076	-0.01
Si	1.466	1.366	17.692	0.169	-0.048	0.033
Si	4.148	3.957	17.594	0.186	-0.09	0.037
Si	1.421	6.777	17.864	-0.236	0.133	0.183
Si	4.188	9.511	17.801	0.054	-0.007	0.032
Si	1.508	12.312	17.866	0.124	0.127	0.041
Si	3.989	15.022	17.505	-0.326	-0.024	-0.132
Si	6.855	1.452	17.577	0.326	0.232	-0.138
Si	9.716	4.118	17.898	-0.009	-0.19	0.16
Si	6.787	6.802	17.728	0.005	-0.101	-0.008
Si	9.535	9.542	17.93	-0.127	-0.006	0.041
Si	6.908	12.18	17.61	0.161	-0.152	-0.25
Si	9.75	15.07	17.781	-0.009	0.082	-0.161
Si	12.323	1.405	17.843	-0.177	0.086	0.023
Si	15.123	4.171	17.835	-0.103	0.101	-0.085
Si	12.281	6.739	18.013	0.068	-0.057	0.005
Si	15.112	9.535	17.932	0.139	-0.025	-0.158
Si	12.283	12.287	17.886	0.044	0.064	0.134
Si	15.082	14.898	17.625	0.027	-0.119	-0.127
Si	0.158	2.777	19.06	0.278	0.078	0.171
Si	2.726	-0.124	19.061	-0.111	0.029	0.304
Si	0.147	8.188	19.379	0.021	-0.054	0.183
Si	2.867	5.257	18.981	-0.206	0.009	0.048
Si	-0.025	13.669	19.155	0.083	-0.109	0.202
Si	3.145	11.051	19.224	0.11	0.217	0.307
Si	5.464	2.645	19.058	-0.031	-0.074	0.434
Si	8.435	0.3	18.836	-0.185	0.286	0.178
Si	5.408	8.031	19.213	-0.01	-0.178	0.178
Si	8.126	5.422	19.077	0.048	0.263	0.302
Si	5.559	13.744	18.582	-0.041	-0.106	0.146
Si	8.091	10.939	19.284	-0.039	0.014	0.155
Si	11.109	2.778	19.486	0.022	-0.175	0.174
Si	13.803	-0.091	18.902	-0.036	-0.047	-0.003
Si	10.798	8.085	19.375	-0.094	0.001	0.34
Si	13.797	5.393	19.42	0.179	0.131	0.084
Si	10.991	13.688	19.349	-0.068	0.013	0.077
Si	13.687	10.95	19.254	0.16	-0.048	0.146
Si	1.564	4.074	20.527	-0.149	-0.065	-0.176
Si	4.501	0.821	20.294	0.241	-0.311	-0.034
Si	1.575	9.865	20.494	-0.11	-0.278	-0.051
Si	4.291	6.265	20.494	-0.089	0.257	-0.015
Si	0.955	15.352	20.489	-0.258	0.219	-0.208
Si	4.763	12.66	20.463	-0.08	0.274	-0.445
Si	6.767	4.074	20.439	-0.196	-0.051	-0.325
Si	9.202	1.788	20.567	-0.02	-0.005	-0.49
Si	6.923	9.164	20.592	0.117	0.108	-0.057
Si	9.074	6.829	20.725	0.02	-0.209	-0.393
Si	6.801	15.339	19.625	0.283	0.34	0.444
Si	8.888	12.968	20.395	-0.231	0.16	0.11
Si	13.184	3.514	20.864	0.198	0.176	-0.194
Si	15.267	1.199	20.116	0.195	-0.072	0.302
Si	12.353	9.469	20.508	-0.148	0.041	-0.11
Si	14.706	7.229	20.759	0.233	-0.256	-0.245
Si	12.499	15.216	20.485	-0.065	-0.033	0.144
Si	15.453	11.955	20.578	-0.048	0.251	0.113
Si	-1.512	1.05	24.983	0.185	0.016	0.168
Si	1.512	1.743	25.301	-0.226	-0.004	0.231
Si	3.208	2.208	22.675	-0.253	-0.022	-0.018
Si	3.567	11.71	24.231	0.159	0.235	0.5
Si	-0.59	11.666	23.676	-0.024	0.062	0.088
Si	2.806	13.887	22.255	-0.026	0.046	0.298
Si	6.572	-0.934	24.717	-0.125	-0.104	0.143
Si	8.816	-2.12	26.43	-0.143	0.009	0.103
Si	5.739	9.423	23.471	0.047	-0.081	0.309
Si	8.449	5.017	23.256	0.034	0.162	0.212
Si	3.417	10.813	28.411	-0.007	-0.036	-0.077
Si	8.258	10.702	24.248	0.133	0.097	0.143
Si	13.045	-0.777	23.488	0.22	-0.123	0.339
Si	14.391	3.776	23.738	0.034	-0.176	0.298
Si	12.674	5.526	25.374	0.104	0.02	0.141
Si	14.398	7.417	23.781	-0.002	0.039	0.241
Si	11.046	10.857	23.179	0.106	-0.136	0.35
Si	10.797	13.931	23.923	0.035	0.096	0.363
Si	5.767	3.939	23.66	-0.196	-0.031	0.351
Si	1.812	6.277	22.456	0.35	-0.334	-0.176
Si	1.447	9.135	23.37	-0.136	0.103	0.291
Si	5.155	7.152	27.343	-0.081	0.017	-0.085
Si	3.946	18.235	27.236	-0.152	-0.058	0.127
Si	3.672	16.376	29.684	-0.001	0.013	-0.298
Si	11.293	-1.401	27.772	-0.05	0.008	-0.073
Si	6.562	1.779	25.571	0.005	-0.257	0.111
Si	6.17	6.629	24.533	-0.099	0.039	-0.02
Si	3.867	14.368	24.847	0.109	-0.005	0.364
Si	7.115	13.048	22.739	-0.028	0.057	0.167
Si	12.334	1.608	26.873	0.081	0.053	0.041
Si	16.273	7.032	26.401	-0.001	-0.091	0.186
Si	13.528	10.045	24.67	0.026	-0.004	0.142
Si	13.886	10.294	27.51	-0.027	-0.057	0.156
Si	11.335	11.978	28.045	0.047	-0.007	-0.093
Si	17.155	21.132	24.732	-0.007	-0.127	0.276
Si	-1.342	0.703	30.257	0.086	0.047	-0.085
Si	3.541	-2.917	29.358	0.012	0.136	-0.156
Si	-3.058	8.506	29.942	0.027	0.036	-0.051
Si	2.522	8.598	26.317	-0.081	-0.072	0.279
Si	-2.943	12.555	32.24	-0.153	-0.068	-0.304
Si	5.768	14.694	30.808	0.074	-0.058	-0.17
Si	5.927	3.094	31.282	0.195	-0.076	-0.34
Si	8.746	1.967	30.404	-0.023	-0.005	-0.182
Si	8.155	3.114	27.645	-0.144	-0.2	0.106
Si	1.343	12.977	25.659	0.072	0.098	0.16
Si	8.401	15.758	31.117	0.041	-0.109	-0.306
Si	10.233	3.772	25.513	0.157	0	0.222
Si	9.323	1.326	33.09	-0.039	0.032	-0.151
Si	11.401	10.851	30.787	0.041	-0.072	-0.214
Si	13.899	6.141	28.141	0.034	0.015	0.086
Si	10.714	16.504	22.328	-0.257	0.085	0.195
Si	15.775	12.664	28.161	-0.03	0.024	-0.149
Si	-2.613	7.173	32.526	0.1	-0.116	-0.249
Si	6.283	4.387	33.903	0.075	0.219	-0.223
Si	-0.127	11.78	32.779	0.155	-0.131	-0.187
Si	6.332	9.805	28.643	0.046	0.118	-0.006
Si	1.337	16.683	31.291	-0.195	0.178	-0.226
Si	1.35	14.479	33.377	0.145	0.137	-0.088
Si	5.272	4.26	28.493	0.009	-0.21	-0.162
Si	4.468	2.039	33.684	0.006	-0.051	-0.062
Si	8.82	9.141	33.449	-0.174	0.033	-0.236
Si	11.049	7.555	33.68	0	0.047	-0.24
Si	8.174	10.571	31.115	0.063	-0.037	0.007
Si	8.504	11.4	27.09	-0.024	0.112	0.054
Si	14.071	3.993	32.256	0.136	0.234	-0.164
Si	7.772	-3.014	32.402	0.008	-0.033	-0.206
Si	17.884	11.686	30.334	-0.007	0.013	-0.133
Si	13.698	3.182	29.285	0.127	-0.005	-0.05
Si	15.745	18.183	32.812	0.081	-0.045	-0.343
Si	13.537	14.478	29.667	0.149	-0.051	-0.12
O	0.736	-0.838	34.422	0.085	0.134	0.029
O	-0.92	1.342	34.372	0.228	-0.355	0.44
O	1.197	4.37	35.027	0.083	-0.311	0.701
O	2.965	2.523	34.12	-0.108	0.151	0.124
O	-0.739	6.456	35.158	-0.38	0.268	0.023
O	-2.12	5.618	32.336	-0.069	-0.048	-0.091
O	3.67	7.313	35.124	0.409	-0.429	0.415
O	1.671	9.247	35.11	-0.362	0.373	0.539
O	-1.588	11.664	32.07	0.18	-0.295	0.101
O	-0.137	10.968	34.174	-0.22	0.122	0.002
O	2.663	13.771	34.036	-0.042	0.091	0.101
O	1.758	15.288	32.013	-0.055	-0.309	0.094
O	6.656	-1.257	34.981	0.003	0.165	0.06
O	4.786	0.53	34.227	-0.158	-0.019	0.021
O	7.591	4.423	34.872	-0.096	0.014	0.019
O	5.405	5.731	34.141	0.219	-0.094	-0.182
O	4.962	5.834	28.274	-0.082	0.005	0.244
O	7.373	9.898	29.883	0.105	0.125	-0.076
O	9.921	8.199	32.707	0.027	-0.007	0.114
O	8.1	8.159	34.527	0.279	0.064	0.027
O	6.355	9.905	35.278	0.108	0.009	0.63
O	4.318	11.979	35.053	0.017	0.175	0.436
O	7.669	12.064	31.472	-0.069	0.075	0.088
O	8.098	13.191	33.983	0.292	0.196	0.182
O	8.736	2.132	34.357	-0.021	-0.002	0.181
O	10.621	0.528	33.696	0.132	-0.171	0.37
O	15.589	3.353	32.389	-0.034	0.131	0.349
O	13.348	3.297	33.554	0.146	-0.502	0.707
O	10.459	6.261	34.484	-0.002	-0.09	0.016
O	11.94	4.2	35.352	0.193	-0.264	0.131
O	14.25	7.983	33.858	0.051	0.03	0.363
O	12.172	7.054	32.626	-0.285	0.008	0.314
O	9.613	10.451	34.118	-0.063	-0.051	0.117
O	11.511	8.748	34.773	0.029	0.406	0.195
O	13.512	13.186	33.733	0.266	0.287	0.277
O	12.09	15.069	34.766	0.042	-0.048	0.374
O	2.351	1.532	23.904	0.361	0.117	-0.258
O	0.949	5.424	21.331	-0.11	-0.254	-0.191
O	5.784	-0.217	20.667	-0.219	-0.084	-0.665
O	3.817	1.009	21.785	0.054	-0.2	0.105
O	2.235	9.66	22.033	-0.118	0.288	-0.374
O	0.245	10.83	20.596	0.114	0.026	-0.176
O	5.2	5.359	24.181	-0.145	-0.119	-0.065
O	5.479	5.216	20.954	0.577	-0.311	0.066
O	1.361	14.544	21.892	0.193	-0.169	-0.041
O	-0.114	16.571	21.003	0.142	-0.087	-0.665
O	2.84	12.349	22.883	-0.076	0.021	-0.374
O	3.603	13.79	20.847	-0.051	-0.063	0.094
O	7.072	4.212	22.613	-0.1	-0.237	-0.344
O	7.984	2.859	20.735	-0.315	0.411	0.007
O	9.519	1.182	22.112	0.011	-0.101	0.176
O	11.982	0.499	23.316	-0.167	0.021	-0.164
O	6.042	9.728	21.897	0.214	0.184	-0.335
O	8.005	8.022	21.202	0.074	0.374	0.061
O	9.34	3.898	24.093	-0.031	-0.004	-0.14
O	9.281	5.744	22.039	-0.084	0.185	-0.079
O	5.85	12.631	21.756	-0.382	-0.203	-0.184
O	7.879	14.302	20.333	0.33	-0.768	-0.037
O	11.055	12.489	23.231	0.139	0.022	-0.369
O	5.411	7.848	23.739	-0.079	0.02	-0.03
O	13.568	4.192	25.095	0.017	-0.213	-0.125
O	13.446	4.08	22.436	-0.257	0.252	-0.061
O	14.79	2.207	23.848	-0.221	0.145	-0.217
O	14.209	2.182	20.953	-0.538	0.308	0.165
O	13.462	8.317	20.907	0.117	-0.195	-0.202
O	7.317	12.021	23.996	-0.242	0.119	0.08
O	17.417	7.624	22.91	-0.338	0.019	-0.037
O	14.93	6.825	22.36	-0.009	-0.283	-0.011
O	13.281	14.989	21.978	-0.026	0.138	-0.675
O	11.322	16.364	20.811	0.006	-0.048	0.011
O	15.344	12.245	22.217	-0.27	-0.079	-0.427
O	18.728	11.665	25.343	-0.07	-0.314	-0.224
O	1.131	3.302	25.363	0.164	0.11	-0.161
O	0.085	0.901	25.419	-0.106	-0.03	-0.048
O	-0.924	7.386	25.019	0.122	-0.031	-0.369
O	1.946	5.327	23.791	0.28	0.166	-0.26
O	2.263	3.132	21.707	0.045	-0.073	0.016
O	4.516	3.074	23.148	0.096	0.011	-0.137
O	3.036	9.913	27.131	0.005	0.204	0.017
O	2.371	8.915	24.714	0.057	0.221	-0.339
O	3.695	7.508	26.672	-0.102	0.014	-0.259
O	0.506	13.163	27.064	-0.078	0.014	-0.01
O	4.308	17.301	28.522	0.207	0.007	0.228
O	6.803	17.061	24.401	0.078	0.058	0.106
O	6.842	-1.87	23.408	-0.059	-0.186	-0.262
O	0.215	-3.544	24.467	0.114	0.119	-0.203
O	9.665	-1.305	27.575	0.253	-0.022	-0.136
O	11.115	5.125	25.352	-0.066	0.077	-0.185
O	4.508	10.4	23.976	0.003	0.087	-0.148
O	6.571	3.246	24.892	-0.075	0.316	-0.005
O	9.488	10.339	23.229	0.016	-0.141	-0.329
O	7.72	6.215	24.133	0.076	0.093	-0.202
O	5.105	13.529	29.864	-0.212	0.051	-0.005
O	2.395	14.269	25.601	-0.175	0.044	-0.254
O	8.567	12.768	22.015	0.231	-0.082	0.106
O	5.067	15.308	25.391	0.043	0.109	0.091
O	7.137	-6.871	24.326	-0.061	-0.266	0.12
O	11.543	-2.995	27.249	0.167	-0.006	-0.167
O	13.834	1.436	26.186	0.042	0.025	-0.087
O	15.801	4.609	23.819	-0.028	0.027	-0.217
O	13.031	6.633	24.241	0.057	0.133	0.022
O	14.413	11.401	24.483	0.069	0.036	0.123
O	13.994	8.97	23.546	0.16	-0.044	-0.229
O	11.714	10.289	21.808	0.156	-0.039	-0.312
O	11.937	10.339	24.459	-0.13	-0.049	-0.168
O	14.407	16.053	24.272	0.02	0.041	-0.29
O	12.264	14.503	24.404	0.049	0.096	0.151
O	-1.692	0.939	31.846	-0.167	-0.094	0.114
O	-6.601	-5.797	30.955	0.033	-0.131	-0.028
O	1.031	8.116	26.804	0.076	0.161	0.146
O	4.123	3.397	27.69	-0.103	0.14	0.071
O	0.25	10.233	23.646	0.118	-0.093	-0.043
O	-2.251	9.42	28.856	0.178	0.158	0.144
O	4.56	12.873	24.818	0.03	-0.06	0.061
O	5.882	8.293	28.255	0.157	-0.128	0.056
O	2.566	12.905	30.543	-0.175	-0.081	0.014
O	3.089	15.009	28.964	0.174	-0.056	-0.063
O	0.867	17.763	32.411	0.223	0.15	0.123
O	3.38	12.443	28.093	-0.107	0.046	0.026
O	9.214	0.391	30.135	-0.194	0.073	-0.034
O	5.491	3.057	34.461	0.073	-0.143	0.168
O	7.688	1.789	26.771	0.146	0.091	-0.081
O	5.184	3.883	30.073	-0.201	-0.155	0.296
O	9.027	10.858	25.661	-0.014	-0.186	-0.148
O	9.837	11.312	28.023	0.035	0.072	0.269
O	3.549	14.863	23.327	-0.201	-0.091	-0.275
O	6.199	6.877	26.13	0.296	0.119	0.048
O	7.616	15.22	25.928	0.136	0.172	-0.076
O	11.848	16.433	27.128	-0.101	-0.105	0.094
O	12.173	-4.875	32.077	-0.067	0.086	0.209
O	11.207	2.456	25.93	0.108	0.01	-0.285
O	15.31	6.854	27.709	0.174	0.166	0.129
O	19.687	6.625	21.807	0.185	0.292	-0.189
O	13.079	7.045	29.238	-0.077	-0.026	-0.054
O	13.884	9.402	26.144	-0.156	0.097	-0.086
O	12.028	9.378	30.385	-0.004	-0.057	-0.049
O	18.679	10.493	29.544	0.156	0.019	-0.107
O	14.543	13.677	28.606	-0.219	0.16	0.184
O	10.189	15.037	22.859	-0.33	-0.072	-0.11
O	18.881	17.857	26.6	-0.053	0.097	-0.089
O	16.998	22.018	26.086	-0.141	-0.11	-0.128
O	-1.469	2.096	29.401	-0.037	0.048	-0.104
O	-2.331	-0.399	29.669	-0.025	0.01	0.12
O	2.564	0.882	30.43	-0.155	0.199	0.197
O	5.064	1.52	26.121	0.123	0	-0.173
O	0.987	11.129	31.772	-0.106	0.195	-0.021
O	-1.315	11.377	27.448	0.067	0.115	0.089
O	-2.177	8.134	31.271	0.006	-0.159	0.041
O	6.278	14.094	32.242	0.029	0.168	0.168
O	-2.905	13.748	31.117	0.089	0.105	0.084
O	0.159	16.48	30.175	0.083	-0.003	0.242
O	4.689	15.91	30.875	-0.147	0.008	-0.002
O	0.22	13.358	33.035	0.01	0.195	0.158
O	6.588	4.186	32.313	-0.136	0.034	0.343
O	4.8	2.207	32.083	-0.148	-0.021	0.261
O	7.13	2.15	30.684	-0.141	-0.215	0.011
O	8.95	-2.088	31.668	-0.158	0.061	0.104
O	6.797	3.947	27.981	0.161	-0.043	-0.193
O	12.936	6.11	26.85	-0.055	0.059	-0.176
O	9.174	3.985	26.733	0.16	0.28	-0.066
O	7.105	15.387	30.173	0.217	0.185	0.169
O	4.924	10.555	28.97	-0.05	0.225	-0.08
O	7.179	10.534	27.454	-0.026	-0.033	-0.035
O	7.74	9.64	32.372	-0.031	0	0.204
O	12.567	2.475	28.287	-0.345	-0.17	0.11
O	9.013	2.763	29.006	0.194	0.165	0.16
O	8.219	0.227	32.524	-0.199	0.264	0.086
O	9.575	2.349	31.793	0.135	0.06	0.129
O	16.589	12.242	29.503	-0.094	-0.142	0.355
O	11.67	11.994	29.641	-0.09	0.05	0.042
O	13.292	3.549	30.855	-0.147	-0.237	0.148
O	14.181	4.61	28.644	0.161	-0.157	-0.222
O	9.754	13.845	25.166	0.222	0.069	-0.197
O	8.086	12.971	27.058	0.056	-0.135	0.105
O	12.412	10.954	27.418	-0.214	0.056	-0.238
O	11.976	14.808	29.24	-0.078	0.021	0.025
Si	-0.065	-0.046	5.402	-0.041	-0.012	-0.047
Si	2.679	2.679	5.479	-0.034	-0.08	-0.035
Si	-0.042	5.429	5.542	-0.005	0.028	0.02
Si	2.659	8.238	5.598	-0.003	-0.068	0.088
Si	-0.123	11.015	5.463	0.029	-0.104	-0.029
Si	2.637	13.758	5.461	0.079	-0.036	0.002
Si	5.424	0.067	5.438	0.053	0.014	-0.062
Si	8.169	2.745	5.422	-0.01	0.013	-0.055
Si	5.454	5.441	5.584	0.005	0.052	0.046
Si	8.206	8.238	5.512	0.052	0.122	0.015
Si	5.434	11.005	5.564	-0.008	0.032	0.063
Si	8.187	13.748	5.471	0.004	0.05	-0.02
Si	10.92	-0.04	5.384	-0.082	0.01	-0.083
Si	13.627	2.692	5.446	-0.039	0.025	-0.024
Si	10.883	5.459	5.451	-0.077	-0.095	0.013
Si	13.604	8.236	5.467	0.018	-0.094	-0.004
Si	10.945	10.977	5.428	0.073	0.033	-0.024
Si	13.617	13.665	5.315	0.007	0.007	-0.096
Si	1.303	1.309	6.819	0.059	0.04	-0.02
Si	4.052	4.051	6.872	0.007	0.051	-0.023
Si	1.309	6.818	6.899	0.01	0.025	0.047
Si	4.068	9.609	6.901	0.023	-0.025	0.02
Si	1.293	12.352	6.822	-0.008	0.038	-0.016
Si	4.06	15.088	6.816	-0.055	0.033	-0.014
Si	6.815	1.392	6.822	-0.067	0.021	-0.026
Si	9.533	4.09	6.824	0.023	0.058	-0.027
Si	6.842	6.851	6.88	-0.011	-0.073	-0.013
Si	9.592	9.615	6.837	-0.041	-0.075	-0.039
Si	6.843	12.37	6.862	-0.038	-0.033	0.014
Si	9.572	15.066	6.827	-0.045	-0.006	0.056
Si	12.263	1.324	6.79	0.072	0.011	0.052
Si	14.978	4.052	6.849	0.03	0.021	0.024
Si	12.252	6.839	6.82	-0.033	0.072	-0.032
Si	14.969	9.6	6.834	-0.024	0.042	0.015
Si	12.306	12.334	6.788	-0.05	-0.045	-0.009
Si	14.972	14.999	6.763	0.062	0.014	-0.004
Si	-0.035	2.699	8.198	0.002	0.015	-0.004
Si	2.696	0.004	8.215	0.022	-0.016	0.006
Si	-0.063	8.222	8.207	0.024	-0.035	0.006
Si	2.703	5.449	8.226	0.014	0.012	0.006
Si	-0.065	13.689	8.198	0.022	-0.055	0.005
Si	2.673	10.983	8.207	0.026	-0.044	-0.008
Si	5.454	2.721	8.226	0.016	0.002	0.003
Si	8.197	0.024	8.188	0.002	-0.007	-0.007
Si	5.459	8.222	8.227	-0.01	0.013	0.005
Si	8.207	5.468	8.22	0.003	0.022	0.021
Si	5.438	13.717	8.196	0.016	-0.018	-0.013
Si	8.214	10.973	8.203	-0.018	0.002	0.002
Si	10.92	2.716	8.169	-0.056	-0.03	-0.005
Si	13.639	-0.027	8.165	-0.027	0.012	-0.009
Si	10.925	8.22	8.205	0	-0.018	0.025
Si	13.628	5.466	8.184	0.014	-0.029	-0.008
Si	10.936	13.68	8.179	0.003	0.034	-0.002
Si	13.629	10.966	8.202	0.023	-0.042	0.017
Si	1.329	4.08	9.572	0.035	0.02	0.008
Si	4.081	1.357	9.584	-0.008	0.01	-0.004
Si	1.325	9.581	9.562	0.011	-0.006	0.006
Si	4.086	6.832	9.567	0.015	-0.026	0.011
Si	1.333	15.027	9.57	0.022	0.041	-0.012
Si	4.083	12.321	9.56	-0.03	0.013	0
Si	6.836	4.098	9.573	-0.059	0.031	-0.007
Si	9.573	1.369	9.565	-0.019	0.041	0.002
Si	6.85	9.591	9.568	0.012	-0.007	0.004
Si	9.575	6.844	9.575	-0.02	-0.001	0.014
Si	6.838	15.053	9.559	-0.034	0.017	-0.012
Si	9.592	12.315	9.574	-0.009	-0.012	0.004
Si	12.28	4.092	9.549	0.009	0.032	-0.009
Si	15	1.337	9.554	0.036	0.004	-0.005
Si	12.295	9.576	9.575	-0.015	0.022	0.004
Si	14.992	6.832	9.564	-0.024	0.024	0.009
Si	12.294	15.026	9.567	-0.013	-0.025	-0.01
Si	15.006	12.305	9.577	0.029	0.011	-0.005

Results
total energy: -115448.972 eV
total energy less fixed offsets of O -438.04, Si -107.15 eV per atom: 5.768 eV
